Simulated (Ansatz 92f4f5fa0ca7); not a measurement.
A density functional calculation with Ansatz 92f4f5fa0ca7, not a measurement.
Periodic cell of 236 atoms, Si145O89B2, from a study of silicon, its oxide and their interface. The atomic structure is a simulated model.
Doubt: the cutoff is far below the 930 eV that the study's wrapper takes by default for these files, so forces and energies are approximate.
This geometry differs little from another in the collection (a relaxation step or a small displacement).

Settings: functional PBE; potential files Ansatz PAW; basis plane waves; wave-function cutoff 580 eV; density cutoff ratio 5; exchange-correlation grid ratio 1; k mesh 1 x 1 x 1, Gamma-centred; self-consistency stop 5e-08 eV per atom in the density residual; occupations fixed; spin none; net charge 0.

Cell vectors (angstrom)
a 11.6015 0 0
b 0 10.938 0
c 0 0 32.0622

Atoms: element, x, y, z (angstrom)
Si -0.1845 -0.0644 23.2595
Si 3.6841 0.2232 23.0772
Si 7.5598 -0.1242 23.4304
Si 1.6939 1.3812 23.4001
Si 5.7467 1.4228 23.1746
Si 9.4553 1.2321 23.3386
Si 0.1758 5.3392 23.4355
Si 4.1271 5.3068 23.3777
Si 8.0413 5.6152 23.5319
Si 2.174 6.6132 23.3594
Si 5.9731 6.7762 23.4666
Si 10.0122 6.8795 23.5871
Si 1.9098 2.6709 25.3688
Si 5.8367 2.6641 25.2451
Si 9.6406 2.694 25.2431
Si 11.6077 4.0197 25.3622
Si 3.8974 3.9818 25.3084
Si 7.7497 4.098 25.3292
Si 1.9832 8.1611 25.1942
Si 5.7818 8.1751 25.3541
Si 9.7166 8.2731 25.4215
Si 11.6459 9.5686 25.2559
Si 3.8746 9.5999 25.0584
Si 7.6961 9.5307 25.3946
Si 11.6536 -0.005 27.2027
Si 3.9053 -0.0494 27.1159
Si 7.7625 -0.0093 27.2758
Si 1.9889 1.3187 27.2701
Si 5.831 1.3291 27.1987
Si 9.7003 1.3407 27.1972
Si 11.5972 5.4732 27.2268
Si 3.8509 5.4252 27.2084
Si 7.7171 5.4634 27.2555
Si 1.9427 6.8308 27.1768
Si 5.7644 6.8027 27.2632
Si 9.659 6.8198 27.2725
Si 1.9473 2.7263 29.1707
Si 5.7963 2.7125 29.1396
Si 9.6821 2.7264 29.1414
Si 0.0138 4.1001 29.1578
Si 3.8703 4.0909 29.1633
Si 7.7327 4.0827 29.1691
Si 1.9451 8.1868 29.1356
Si 5.7929 8.1937 29.1707
Si 9.676 8.2038 29.1816
Si 0.0128 9.5632 29.1469
Si 3.8731 9.5702 29.1201
Si 7.7356 9.5503 29.1854
Si 0 0 31.0965
Si 3.8672 0 31.0965
Si 7.7343 0 31.0965
Si 1.9336 1.3673 31.0965
Si 5.8008 1.3673 31.0965
Si 9.6679 1.3673 31.0965
Si 0 5.469 31.0965
Si 3.8672 5.469 31.0965
Si 7.7343 5.469 31.0965
Si 1.9336 6.8362 31.0965
Si 5.8008 6.8362 31.0965
Si 9.6679 6.8362 31.0965
Si 1.9336 2.7345 0.9679
Si 5.8008 2.7345 0.9679
Si 9.6679 2.7345 0.9679
Si 0 4.1018 0.9679
Si 3.8672 4.1018 0.9679
Si 7.7343 4.1018 0.9679
Si 1.9336 8.2035 0.9679
Si 5.8008 8.2035 0.9679
Si 9.6679 8.2035 0.9679
Si 0 9.5708 0.9679
Si 3.8672 9.5708 0.9679
Si 7.7343 9.5708 0.9679
Si 11.5801 -0.0133 2.9376
Si 3.835 0.0066 2.9253
Si 7.7408 -0.016 2.9205
Si 1.9002 1.3848 2.9327
Si 5.8006 1.3359 2.8641
Si 9.652 1.3643 2.9175
Si 11.5606 5.4854 2.8701
Si 3.8654 5.4755 2.9149
Si 7.7305 5.4849 2.8879
Si 1.9081 6.8062 2.8694
Si 5.8037 6.8413 2.8968
Si 9.6494 6.8643 2.9086
Si 1.8801 2.8209 4.8398
Si 5.7999 2.7227 4.7517
Si 9.6011 2.7627 4.8454
Si 11.5176 4.1379 4.7927
Si 3.8738 4.1162 4.8633
Si 7.6978 4.1498 4.8302
Si 1.879 8.1423 4.7981
Si 5.8054 8.2437 4.8032
Si 9.6402 8.1398 4.9592
Si 11.5823 9.5692 4.9026
Si 3.8167 9.4705 4.7999
Si 7.7538 9.611 4.9045
Si 11.5868 0.1261 6.8173
Si 3.7818 -0.0435 6.6488
Si 7.7521 0.0446 6.9119
Si 2.0279 1.4634 6.7614
Si 5.7362 1.2821 6.6295
Si 9.6895 1.5018 6.8661
Si 11.3031 5.6069 6.6711
Si 3.8829 5.4833 6.8493
Si 7.8185 5.6926 6.6963
Si 1.8178 6.7287 6.7048
Si 5.8204 6.9542 6.7672
B 9.5931 6.576 6.245
O 7.7261 9.9139 8.2128
O 7.6409 4.8484 8.1273
O 3.428 10.4157 8.2268
O 1.7816 7.7634 7.9984
O 3.954 4.5862 8.2718
O 9.8822 2.4376 8.2469
O 2.5902 2.324 8.1101
O 11.2295 4.7326 8.0801
O 5.343 2.3873 7.8079
O 5.8887 7.9481 8.1153
O 11.2475 10.1185 8.1351
O 11.2921 10.0802 21.7822
O 3.2643 10.7722 21.4838
O 5.7703 7.7919 22.158
O 4.2288 4.4612 21.9257
O 7.6841 9.696 22.1726
O 10.2931 7.682 22.1611
O 1.6133 2.4131 22.1017
O 5.9586 2.4573 21.865
O 8.4695 4.7202 22.1932
O -0.0431 4.4835 22.0058
O 2.3685 7.4513 21.9421
O 9.1485 1.876 21.8346
Si 1.8654 8.0408 9.5816
Si 5.0766 0.6383 17.6387
Si 2.5066 5.4964 13.9694
Si 10.6133 3.9561 14.0555
Si 8.3354 2.4282 15.2145
Si 9.5667 2.2588 20.3122
Si 10.5295 3.6859 9.1039
Si 0.1199 2.4745 11.5983
Si 11.0654 8.2278 15.4515
Si 5.1976 6.9909 13.9611
Si 5.7532 2.6697 11.0612
Si 8.59 7.6743 19.369
Si 8.1336 4.8611 20.6094
Si 5.9899 9.6519 15.1492
Si 2.1298 7.6719 20.3497
Si 1.9734 4.925 18.7933
Si 4.5308 3.4855 17.9849
Si 8.5199 8.9742 16.8192
Si 0.8595 9.6126 13.3639
Si 10.0182 10.8632 11.7599
Si 5.3668 3.7266 20.9983
Si 0.6251 5.5963 16.2696
B 11.2679 9.8343 9.4711
Si 6.5717 8.9002 21.2745
Si 7.1517 7.1487 11.4922
Si 2.7232 0.7881 12.2156
Si 10.8895 8.6812 21.0256
Si 6.0774 4.3768 15.5989
Si 7.1454 0.5521 12.9082
Si 4.0303 2.9729 8.5844
Si 0.8379 6.9032 11.9
Si 6.6392 9.0446 9.077
Si 0.6874 3.3105 21.1199
Si 9.7934 6.6154 12.958
Si 7.7712 4.5843 9.7266
Si 4.0075 10.1104 20.1739
Si 4.2993 3.1218 13.4769
Si 3.9278 10.0397 9.7398
Si 8.0807 0.827 17.99
O 11.6402 3.4017 12.9263
O 9.3613 4.3826 10.0172
O 8.7987 3.6086 19.8382
O 4.0927 -0.035 18.7567
O 11.318 4.6284 15.3492
O 10.2089 10.1835 10.2788
O 3.8244 1.6095 13.0981
O 0.6803 9.1719 14.9227
O 6.5043 1.0833 18.3271
O 4.792 3.1971 19.5758
O 6.2999 1.2544 11.6919
O 0.7532 9.1792 9.991
O 5.6797 4.3575 17.1929
O 8.4022 7.2636 12.5046
O 4.3745 2.6209 10.1482
O 2.0842 5.6865 15.5307
O 3.4182 0.0511 10.9451
O 5.869 7.253 12.4896
O 2.3626 6.365 19.4271
O 0.7034 5.0067 17.7803
O 8.4714 10.7663 12.2656
O 5.5461 10.0813 9.6966
O 0.5935 8.1707 20.1972
O 9.8258 2.6696 14.642
O 2.0602 10.6901 13.2772
O 9.9946 9.1866 16.1862
O 6.2233 10.4048 13.7129
O 7.5319 1.6497 14.0418
O 1.684 3.9168 20.0134
O 5.9471 5.8455 14.8822
O 7.4106 9.0046 15.6398
O 1.547 1.7147 11.5991
O 7.3028 8.3275 10.3751
O 4.3352 2.0373 17.2422
O 6.9635 3.2403 10.1472
O 11.6202 7.0943 16.4667
O 8.225 10.1699 17.8472
O 3.352 8.5372 10.0189
O 7.6213 3.8689 15.4911
O 3.1833 4.3654 17.8823
O 2.9371 3.9768 13.6218
O 1.3273 8.3272 12.4999
O 1.2473 5.7887 12.993
O 5.0412 8.3695 14.8241
O 11.1857 2.4265 20.3052
O 11.019 10.1763 12.8449
O 5.326 3.6491 12.3066
O 5.1146 3.2685 14.8716
O 6.5009 4.8319 20.5589
O 8.4582 1.5723 16.5923
O 10.42 1.4932 11.6182
O 10.8295 6.7876 11.7052
O 3.2303 8.7362 19.815
O 1.5346 6.6913 10.4417
O 7.1752 8.1754 19.9717
O 8.4898 7.6163 17.7357
O 3.694 6.5186 13.6113
O 9.6072 5.0492 13.3682
O 5.5359 9.9941 20.7051
O 10.3413 7.4664 14.2164
O 8.8082 6.1647 19.9242
O 7.1487 5.761 10.6502
O 5.3347 10.6155 16.3193
O 9.0932 1.1729 19.2088
O 11.6825 3.2578 10.1699
O 9.7468 8.7211 19.8624

Results
free energy: -143103.089 eV
free energy less fixed offsets of B -154.04, O -568.88, Si -635.61 eV per atom: -1.239 eV

Forces (eV/angstrom), in the order of the atoms: element, x, y, z
Si 0.001 -0.0004 -0.0019
Si 0.002 -0.0006 -0.0035
Si 0.0016 -0.0026 -0.0016
Si 0.0008 0.0037 0.0002
Si -0.0011 0.0015 0.0033
Si 0.0001 0.0004 -0.0028
Si 0.004 -0.0025 -0.0037
Si 0.0002 -0.0022 0.0007
Si -0.0006 0.0009 -0.0007
Si 0.0022 0.0036 0.0007
Si -0.0011 0.0045 0.0004
Si -0.0021 0.0015 -0.0018
Si -0.0002 0.0011 0.0009
Si -0.0014 0.0021 0.0026
Si 0.0013 0.0009 0.0005
Si -0.0005 0.0013 -0.0013
Si 0.0013 0.0006 -0.0014
Si -0.0003 -0.0036 -0.0014
Si 0.0013 0.0012 0.0016
Si 0.0002 -0.0004 -0.0019
Si 0.002 0.0028 -0.0016
Si 0.0008 -0.0009 0.0019
Si -0.0015 0.0003 -0.0011
Si -0.001 0.0009 0.0001
Si 0.0013 0.0002 0.0009
Si -0.0006 -0.0017 0.0028
Si -0.0003 0.0021 -0.002
Si -0.0003 0.0009 -0.0016
Si 0.001 0.0004 0.002
Si 0.0002 0.0012 0.0008
Si 0.0007 0.0008 -0.0004
Si 0 -0.0001 -0.0007
Si 0.0001 0.0041 -0.0004
Si 0.0007 0.0018 0.0014
Si -0.001 0.0015 -0.001
Si 0.002 -0.0042 -0.0015
Si 0.0065 -0.0013 0.0044
Si -0.0007 0.0011 -0.0037
Si 0.004 0.0006 -0.0038
Si -0.0013 0.001 0.0008
Si -0.0043 -0.0018 0.0009
Si 0.0004 -0.0022 0.005
Si -0.0007 0.0013 -0.0017
Si -0.0025 0.0004 0.0091
Si -0.0021 0.0066 0.009
Si 0.001 -0.002 -0.0053
Si 0.0056 -0.004 -0.0125
Si 0.0035 -0.0009 0.0053
Si 0.0312 0.0157 -0.0856
Si -0.0133 0.0188 -0.2367
Si -0.0331 0.0472 0.0932
Si -0.0152 -0.0678 0.0734
Si -0.0036 -0.0093 -0.1158
Si 0.0091 -0.062 -0.1041
Si 0.0076 -0.0147 -0.0143
Si 0.0195 0.0278 -0.0308
Si -0.0046 -0.0357 0.0064
Si 0.0167 -0.0025 -0.1283
Si -0.0354 -0.0596 0.0711
Si 0.0363 -0.1277 0.0969
Si -0.0411 -0.0356 0.1483
Si -0.012 -0.0341 -0.1609
Si 0.0106 -0.005 0.0973
Si -0.0789 -0.0422 -0.135
Si 0.022 -0.025 0.1414
Si 0.0286 0.0018 0.0015
Si -0.0062 0.02 -0.076
Si 0.0143 0.0354 0.0073
Si -0.0468 0.1192 0.0002
Si -0.0228 0.0297 0.1267
Si -0.0603 -0.0016 0.0951
Si 0.039 -0.0113 0.0631
Si -0.0055 0.0113 0.0014
Si -0.0002 -0.0021 -0.0015
Si 0.0017 0.0025 -0.002
Si 0.0065 -0.0067 -0.006
Si 0.0028 -0.0034 -0.0077
Si -0.0044 0.0033 0.0069
Si 0.0012 0.0053 0.0056
Si 0.0051 0.0055 0.0064
Si 0.0006 0.0106 0.0059
Si 0.0015 0.0003 0.0024
Si -0.0019 0.0008 0.0009
Si -0.001 0 0.0348
Si 0.0082 0.0071 -0.0035
Si -0.0179 0.0037 0.0011
Si 0.0024 0.0054 0.006
Si -0.0215 0.0019 0.0166
Si -0.0008 0.0053 0.0021
Si 0.0171 0.0082 0.0077
Si -0.0154 0.0087 0
Si 0.0138 0.0025 -0.0093
Si -0.0042 0.0012 -0.0091
Si 0.0218 -0.0173 0.0091
Si -0.0012 -0.0047 0.0127
Si -0.0105 -0.0062 0.0112
Si -0.0089 0.0265 -0.0189
Si -0.0033 0.0063 -0.003
Si -0.0005 0.0004 0.003
Si 0.0006 -0.018 0.0002
Si -0.0053 -0.0089 0.0009
Si 0.0093 -0.0077 -0.0031
Si 0.0189 0.0162 -0.0109
Si -0.0167 0.0163 -0.0143
Si -0.028 0.0163 -0.0068
Si 0.0143 -0.024 -0.0028
Si -0.0095 -0.0198 -0.0034
B 0.0004 -0.0289 -0.0257
O 0.0098 0.0017 -0.0009
O 0.0337 0.0134 0.0011
O 0.0069 0.0091 -0.0073
O -0.0021 0.0031 0.0043
O 0.003 -0.0045 0.0058
O 0.0012 0.0053 -0.0004
O 0.0043 0.0112 0.0035
O -0.0258 0.0007 0.0052
O 0.0044 -0.0015 -0.0054
O -0.0023 -0.0043 -0.0005
O -0.0005 -0.0372 0.0764
O -0.0004 0.0011 0.0001
O 0.0016 0.0011 -0.0017
O -0.0001 0.0005 0
O 0.0017 0 -0.0007
O 0.0005 0.0022 -0.0004
O -0.0013 0.0006 0.0002
O -0.0007 -0.0011 0
O 0.0011 0.0009 -0.0001
O 0.0007 0.0016 0.0015
O 0.001 0.004 0.0007
O -0.0007 0.0027 0.0015
O 0.0016 -0.0027 -0.0002
Si -0.0031 0.0022 -0.0011
Si 0.0018 -0.0016 0.0029
Si -0.0005 0.0013 -0.001
Si 0.002 0.0006 -0.0025
Si 0.002 -0.002 0.0025
Si 0.0016 0 -0.0011
Si 0.0057 0.0025 0.0043
Si 0.0006 0.004 -0.009
Si 0.0066 0.0042 0.0015
Si -0.0029 0.0031 0.0018
Si -0.0007 0.0005 0.0005
Si -0.0018 0.0026 0.0014
Si 0.001 -0.0001 -0.0011
Si 0.0006 0.0032 0.0016
Si 0.002 0.0014 0.0002
Si 0.0011 0.0027 0.0038
Si 0.0024 0.0014 0.0019
Si 0.0022 0.0048 0.0008
Si -0.0036 0.0011 -0.0064
Si 0.0127 0.0057 -0.0106
Si -0.0016 -0.0004 -0.0008
Si 0.0012 0.0047 0.0011
B -0.0114 0.0182 -0.0504
Si -0.0013 0.0029 -0.0005
Si 0.0022 0.0049 -0.0018
Si -0.0067 0.0031 -0.0039
Si 0.0037 -0.0005 0.0003
Si 0.0011 0.0005 0.0025
Si -0.0003 0.0024 0.0017
Si -0.0088 0.0004 0.0026
Si 0.0061 0.0052 -0.0095
Si 0.0038 0.0098 -0.0049
Si 0.0025 -0.0001 0.0027
Si 0.0005 -0.0013 -0.0008
Si 0.014 -0.0227 -0.0006
Si 0.0028 0.0028 0.0013
Si 0.0025 0.0004 -0.001
Si 0.0054 -0.0013 0.0061
Si -0.0022 -0.0004 0.005
O 0.0021 0.0028 0.0025
O -0.0137 -0.0058 -0.0207
O -0.0011 0.0011 0.0004
O 0.0001 0.0011 -0.0009
O 0.0048 0.0037 0.0038
O 0.0046 0.0107 0.0138
O 0.0045 0.0031 0.0026
O -0.0065 0.0001 0.0014
O 0.0045 0.0024 -0.0027
O 0.0024 0.0015 -0.0002
O 0.0026 0.0006 0.005
O 0.0137 -0.0101 0.0145
O 0 0.0013 -0.0002
O -0.0029 -0.001 -0.0037
O 0.0028 0.0019 -0.0026
O 0.0014 0.0033 0.0022
O 0.0015 -0.0029 -0.003
O 0.0016 -0.0001 -0.0007
O 0.0013 0.0021 0.0009
O 0.0023 0.0011 0.0029
O -0.0035 0.0042 -0.0004
O -0.0062 0.0014 0.005
O 0.0043 -0.0028 0.0018
O 0.0002 0.0022 0.0018
O -0.0003 0.0033 -0.0007
O -0.0015 0.0018 0.0006
O 0.0015 0.0025 -0.0005
O 0.0041 0.0019 -0.0001
O 0.0003 0.0015 -0.002
O 0.0026 -0.0004 -0.0016
O 0.002 0.0022 -0.0008
O 0.0019 0.0009 0.0035
O 0.0005 -0.0012 0
O 0.0013 0.0027 -0.0014
O 0.0198 0.0299 -0.0124
O 0.0002 0.0034 -0.0018
O -0.0007 0.0046 -0.002
O 0.0035 0.0055 0.0021
O 0.0002 0.0018 -0.0001
O -0.0009 0.0022 -0.0007
O 0.0003 0.0048 0.0037
O 0.001 0.0064 0.0096
O 0.0018 -0.0005 0.0036
O 0.0036 0.0016 -0.0015
O 0.0002 0.0021 -0.001
O 0.0092 -0.0022 0.0015
O -0.0027 0.0023 0.0037
O 0.0023 0.0025 -0.0009
O 0.0033 0.0016 0
O 0.0009 -0.0013 -0.0002
O -0.0021 -0.0138 0.0056
O -0.0019 -0.0015 0.0026
O -0.0055 -0.0018 0.0014
O -0.0007 0.0011 0.0078
O 0.0025 -0.0014 0.0005
O 0.0011 -0.0014 0.0009
O 0.0048 0.0009 0.0004
O -0.0006 0.0034 0.002
O 0.002 -0.0037 0.0004
O 0.0008 0.0025 0.0037
O 0.0003 -0.0018 -0.0006
O 0.006 0.0031 0.0043
O 0.0001 0.0022 -0.0004
O 0.0025 0.0024 -0.0025
O -0.0143 0.0125 -0.0135
O 0.0017 -0.0003 0.0002

The program warned: the cutoff lies below the one the program advises for these potential files; the exchange-correlation potential is rough where the density is thin.
